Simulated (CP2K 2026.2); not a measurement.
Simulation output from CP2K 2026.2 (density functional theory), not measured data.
Periodic cell of 518 atoms, Si360O158, from a study of silicon, its oxide and their interface. The atomic structure is a simulated model.
Doubt: the forces sum to 1.70 eV/angstrom along one axis rather than to zero, so they err by at least 0.0033 eV/angstrom per atom on average; the grid cutoff is modest.

Settings: functional PBE; method Gaussian and plane waves; basis set DZVP-MOLOPT-SR-GTH; pseudopotentials GTH-PBE; grid cutoff 350 Ry, relative cutoff 50 Ry; k points Gamma only; occupations fixed; spin none; net charge 0.

Cell vectors (angstrom)
a	16.32	0	0
b	0	16.32	0
c	-6.9856	-0.7234	34.6934

Atoms and the computed forces on them: element, x, y, z (angstrom), force x, y, z (eV/angstrom)
Si	7.204	13.853	34.552	-0.264	-0.376	0.459
Si	-2.983	-0.058	26.101	0.019	-0.109	0.104
Si	8.584	3.214	34.256	0.295	0.494	0.369
Si	7.094	3.752	31.536	-0.001	-0.011	0.133
Si	6.005	7.569	33.015	-0.224	0.624	-0.037
Si	-5.376	9.038	32.348	-0.171	0.09	-0.011
Si	-1.556	0.221	33.177	-0.002	-0.093	0.033
Si	1.054	1.384	33.17	0.042	-0.062	0.042
Si	-5.56	0.923	34.656	0.192	-0.027	0.689
Si	0.334	5.664	28.725	-0.043	-0.009	-0.013
Si	-4.77	6.856	34.34	0.198	0.519	0.421
Si	3.815	4.368	24.804	0.053	-0.117	-0.1
Si	1.239	12.482	33.491	0.164	-0.019	0.044
Si	5.287	0.075	34.455	0.151	0.393	0.548
Si	3.636	0.307	31.977	0.055	-0.061	0.05
Si	4.478	4.804	32.61	0.019	0.026	0.092
Si	-4.273	8.792	29.566	-0.121	0.113	-0.059
Si	9.053	10.919	30.612	0.153	0.044	-0.007
Si	0.129	16.269	1.244	0.259	0.308	0.316
Si	2.964	3.005	1.375	-0.04	0.013	-0.027
Si	0.145	5.526	1.123	-0.397	-0.413	0.19
Si	3.345	8.692	1.395	0.002	0.01	-0.073
Si	-0.129	10.827	1.525	0.199	0.095	0.682
Si	3.179	13.678	1.599	-0.195	-0.086	0.724
Si	5.132	16.13	1.456	0.259	0.21	0.711
Si	8.392	2.839	1.424	-0.343	-0.146	0.676
Si	4.728	4.893	1.299	0.004	-0.034	0.061
Si	6.998	9.253	2.82	-0.372	0.317	0.283
Si	5.383	10.287	1.404	0.056	-0.057	-0.01
Si	8.661	14.28	1.641	0.227	-0.032	0.65
Si	10.401	15.925	1.786	-0.099	-0.204	0.542
Si	13.351	2.415	1.238	-0.386	-0.421	0.347
Si	10.613	5.088	0.925	0.422	-0.011	0.524
Si	13.999	8.596	1.314	-0.298	-0.197	0.75
Si	11.421	11.628	1.548	0.055	0.096	0.008
Si	13.192	13.313	1.591	-0.031	0.011	-0.007
Si	14.934	1.245	2.598	0.001	0.028	-0.026
Si	1.349	4.142	2.654	-0.014	-0.002	0.005
Si	15.018	6.824	2.52	0.028	0.037	-0.015
Si	1.56	9.626	2.688	-0.097	-0.012	0.012
Si	14.921	12.293	2.843	-0.012	0.009	-0.052
Si	1.44	14.915	2.688	0.03	-0.034	0.036
Si	3.984	1.388	2.757	0.047	-0.046	0.012
Si	6.577	3.931	2.543	0.058	0.029	-0.089
Si	4.062	6.777	2.67	0.038	-0.002	-0.045
Si	0.121	9.939	34.392	-0.393	-0.015	0.448
Si	4.396	12.077	2.78	-0.002	-0.032	0.059
Si	6.823	15.117	2.804	-0.024	-0.04	-0.042
Si	9.467	1.396	2.936	-0.025	-0.006	0.017
Si	12.121	4.045	2.515	-0.088	0.013	-0.099
Si	9.452	7.354	2.438	0.297	0.473	0.196
Si	12.38	9.754	2.638	0.031	-0.038	-0.077
Si	9.597	12.422	2.813	-0.099	0.022	-0.054
Si	12.161	14.915	2.956	0.02	-0.001	-0.042
Si	13.628	-0.006	4.104	-0.007	-0.005	0.041
Si	-0.044	2.708	3.934	0.009	0	0.037
Si	13.571	5.444	3.832	0.019	0.002	0.019
Si	0.103	8.162	3.953	-0.024	-0.012	-0.002
Si	13.653	10.915	4.211	-0.035	0.026	0.004
Si	0.037	13.647	4.083	0.036	-0.028	0.017
Si	2.673	-0.004	4.101	-0.003	0.014	0.029
Si	5.388	2.66	4.114	-0.013	-0.014	-0.023
Si	2.649	5.511	4.07	-0.033	-0.033	0.04
Si	5.507	7.987	4.126	0.038	0.017	-0.009
Si	2.833	10.93	4.136	0.025	0.008	0.001
Si	5.592	13.59	4.12	-0.013	0.012	-0.007
Si	8.068	0.11	4.278	-0.013	0.008	0.008
Si	10.904	2.771	4.115	0.042	0.023	0.023
Si	7.904	5.188	4.119	-0.495	-0.375	0.335
Si	10.958	8.369	3.905	-0.011	0.007	-0.029
Si	8.213	10.907	4.027	-0.048	0.036	0.024
Si	10.832	13.638	4.363	-0.005	0.02	-0.015
Si	14.986	14.969	5.469	-0.015	-0.002	-0.013
Si	1.302	1.388	5.403	-0.024	-0.011	-0.044
Si	14.916	4.1	5.292	-0.012	0.003	-0.019
Si	1.335	6.834	5.451	-0.026	0.029	0.012
Si	15.036	9.471	5.402	0.017	-0.006	-0.003
Si	1.396	12.263	5.441	0.005	0.023	-0.002
Si	4.097	14.937	5.409	-0.008	0.009	-0.012
Si	6.713	1.416	5.596	0.029	0.003	0.02
Si	4.033	4.106	5.401	0.04	0.009	-0.052
Si	6.771	6.675	5.545	0.023	-0.02	-0.028
Si	4.138	9.46	5.427	-0.003	0.024	-0.056
Si	6.889	12.228	5.483	0.037	-0.034	0.012
Si	9.456	15.04	5.593	0.008	0.003	0.019
Si	12.273	1.389	5.44	-0.009	0.031	0.014
Si	9.439	4.004	5.473	0.005	0.012	-0.034
Si	12.214	6.823	5.231	-0.024	-0.027	-0.019
Si	9.572	9.56	5.399	-0.024	0.036	0.032
Si	12.246	12.227	5.574	0.001	-0.031	-0.024
Si	-0.008	0.036	6.812	0.018	-0.013	0.007
Si	2.681	2.734	6.765	0.006	-0.008	-0.003
Si	-0.05	5.434	6.731	-0.005	-0.018	-0.012
Si	2.733	8.159	6.803	-0.001	-0.018	-0.016
Si	0.038	10.863	6.775	0.004	-0.011	0.009
Si	2.737	13.615	6.806	-0.002	0.009	-0.005
Si	5.384	-0.025	6.852	-0.008	-0.022	0.002
Si	8.143	2.706	6.912	-0.02	-0.011	0.036
Si	5.376	5.381	6.869	-0.004	-0.04	0.005
Si	8.195	8.141	6.744	0.043	0.026	-0.025
Si	5.478	10.853	6.784	0.011	0.043	-0.005
Si	8.163	13.598	6.899	-0.003	0	0.022
Si	10.901	0.059	6.844	-0.018	0.016	0.021
Si	13.617	2.771	6.763	-0.001	-0.017	0.001
Si	10.845	5.481	6.682	0.01	0.007	-0.011
Si	13.596	8.112	6.701	-0.001	0.005	-0.012
Si	10.878	10.854	6.87	-0.025	-0.01	-0.008
Si	13.634	13.61	6.846	-0.001	0.029	0.014
Si	-1.348	1.356	13.602	0.006	-0.033	-0.003
Si	1.36	4.096	13.604	-0.003	-0.016	0.002
Si	-1.382	6.782	13.615	0.006	0.007	0.017
Si	1.381	9.516	13.568	-0.004	-0.004	0.001
Si	-1.341	12.252	13.558	-0.008	0.004	-0.002
Si	1.342	14.951	13.594	0.003	0.007	-0.008
Si	4.077	1.393	13.608	-0.028	0.007	0.008
Si	6.794	4.113	13.609	0.008	0.01	-0.014
Si	4.099	6.795	13.606	0.018	-0.018	-0.006
Si	6.792	9.507	13.621	-0.011	0.014	0.003
Si	4.074	12.228	13.6	-0.002	0.013	-0.005
Si	6.824	14.977	13.588	0.002	-0.019	0.005
Si	9.518	1.383	13.614	-0.006	0.012	-0.002
Si	12.226	4.066	13.619	-0.002	-0.009	0.003
Si	9.491	6.794	13.622	0.004	-0.003	0.001
Si	12.225	9.507	13.6	0.003	0.02	0.011
Si	9.536	12.202	13.578	0.024	-0.019	-0.007
Si	12.242	14.97	13.571	-0.006	0.018	-0.008
Si	-2.712	-0.012	14.948	0.011	0.018	-0.003
Si	0.008	2.728	14.956	0.008	0.007	-0.012
Si	-2.749	5.416	14.987	-0.016	-0.017	0
Si	0.021	8.155	14.912	0.021	0.019	-0.006
Si	-2.7	10.892	14.898	-0.002	-0.007	-0.007
Si	-0.004	13.584	14.969	0.002	0.003	-0.005
Si	2.701	0.011	14.921	-0.002	-0.031	0.003
Si	5.432	2.776	14.972	0.016	0.007	0.009
Si	2.751	5.429	14.969	0.003	0.019	-0.003
Si	5.443	8.147	15.004	0.002	0.016	-0.014
Si	2.725	10.855	14.968	0.016	0.012	0.014
Si	5.453	13.613	14.908	-0.008	-0.013	-0.002
Si	8.171	0.018	14.973	0.006	0.008	0.014
Si	10.865	2.728	15.006	-0.013	-0.008	0.004
Si	8.124	5.465	15.017	0.005	-0.01	-0.001
Si	10.84	8.156	14.971	-0.016	0.006	0.003
Si	8.177	10.856	14.957	0.006	-0.005	0
Si	10.885	13.587	14.908	-0.034	-0.011	-0.017
Si	-1.376	14.941	16.328	-0.024	-0.021	0.022
Si	1.384	1.38	16.305	0.014	-0.005	-0.002
Si	-1.37	4.047	16.332	0.028	-0.02	-0.005
Si	1.389	6.813	16.273	-0.019	0	-0.008
Si	-1.331	9.537	16.236	-0.006	0.013	-0.029
Si	1.357	12.206	16.324	-0.022	-0.003	0.009
Si	4.082	14.974	16.236	-0.017	0.005	-0.018
Si	6.779	1.399	16.301	0.03	-0.018	0.01
Si	4.111	4.123	16.406	-0.041	-0.021	0.025
Si	6.782	6.819	16.434	0.02	-0.002	-0.008
Si	4.084	9.508	16.358	-0.003	-0.041	0.014
Si	6.832	12.275	16.249	0.004	0.052	-0.003
Si	9.542	14.929	16.29	0.035	-0.029	-0.007
Si	12.257	1.341	16.321	-0.016	-0.016	0.014
Si	9.488	4.103	16.366	-0.004	0.004	0.003
Si	12.189	6.791	16.319	-0.004	-0.024	-0.005
Si	9.462	9.468	16.374	-0.037	0.002	0.012
Si	12.261	12.24	16.252	0.041	0.03	0.003
Si	-0.017	0.04	17.626	-0.035	-0.023	-0.017
Si	2.784	2.673	17.709	0	-0.035	0.02
Si	0.035	5.443	17.596	0.022	-0.005	-0.034
Si	2.688	8.142	17.719	-0.023	0	-0.051
Si	0.001	10.819	17.69	0.055	-0.002	-0.015
Si	2.774	13.592	17.589	0.031	-0.038	-0.032
Si	5.381	0.04	17.605	-0.041	0.001	-0.021
Si	8.125	2.724	17.704	-0.011	0.03	-0.004
Si	5.401	5.533	17.853	0.039	0.097	0.007
Si	8.106	8.156	17.876	0.015	-0.019	-0.009
Si	5.522	10.913	17.601	-0.047	-0.002	-0.04
Si	8.123	13.644	17.658	0.006	0.024	0.022
Si	10.987	-0.128	17.645	0.003	0.001	-0.021
Si	-2.738	2.696	17.721	0	0.033	-0.021
Si	10.799	5.501	17.747	-0.038	-0.008	-0.049
Si	-2.701	8.181	17.54	0.004	-0.015	-0.022
Si	10.889	10.881	17.566	0.015	-0.014	-0.001
Si	-2.712	13.53	17.697	-0.028	0.009	-0.041
Si	-1.394	1.303	19.093	0.016	-0.068	0.01
Si	1.39	4.074	18.938	0	0.038	-0.022
Si	-1.31	6.869	18.868	0.036	0.023	-0.022
Si	1.35	9.5	19.099	0.03	-0.022	-0.032
Si	-1.355	12.147	19.053	-0.065	0.039	-0.029
Si	1.398	14.969	18.859	0.001	0.045	0.014
Si	4.116	1.29	19.146	-0.035	0.039	0.017
Si	6.772	4.096	19.138	0.045	-0.132	0.059
Si	4.001	6.933	19.268	0.026	0.005	0.049
Si	6.728	9.631	19.168	-0.046	0.027	0.024
Si	4.146	12.237	18.924	0.007	0.008	-0.002
Si	6.702	15.053	18.97	0.026	-0.034	0.023
Si	9.546	1.217	18.849	-0.015	0.05	0.03
Si	12.223	4.147	19.011	0.012	-0.03	-0.016
Si	9.493	6.799	19.294	-0.009	0.022	-0.002
Si	12.268	9.523	18.877	0.028	0.014	0.023
Si	9.535	12.234	18.895	0.023	0.038	0.03
Si	12.298	14.853	19.15	0.018	0.017	0.001
Si	-2.277	15.85	20.443	-0.288	0.23	-0.664
Si	-0.033	2.778	20.277	-0.004	0.074	0.059
Si	-2.695	5.609	20.238	-0.063	-0.012	0.056
Si	-0.024	8.085	20.442	0.025	0.016	0.051
Si	-2.775	10.792	20.371	0.035	-0.061	0.024
Si	0.047	13.633	20.194	0.267	-0.398	-0.3
Si	2.629	-0.098	20.416	0.049	-0.014	0.012
Si	5.49	2.673	20.55	-0.004	-0.018	0.01
Si	2.65	5.359	20.465	-0.042	0.035	0.097
Si	4.766	8.983	20.418	-0.184	0.044	-0.611
Si	2.938	10.762	20.297	0	0.02	-0.075
Si	5.425	13.628	20.35	-0.036	0.02	0.036
Si	8.14	0.028	20.302	0.041	0.003	-0.033
Si	10.827	2.648	20.131	-0.199	0.196	-0.359
Si	8.154	5.305	20.667	0.457	-0.246	-0.354
Si	11.008	8.28	20.402	0.015	-0.05	0.089
Si	8.289	10.949	20.396	0.025	0.002	0.094
Si	10.817	13.489	20.397	-0.024	-0.012	0.035
Si	-2.151	15.373	23.302	-0.005	-0.06	-0.077
Si	1.382	1.527	21.633	-0.358	-0.353	-0.153
Si	-1.053	4.546	21.46	0.301	0.071	-0.504
Si	0.749	6.149	21.622	-0.156	-0.039	-0.737
Si	-1.717	9.138	21.713	-0.019	0.004	0.048
Si	1.846	12.63	21.575	0.307	0.039	-0.346
Si	3.565	14.402	21.641	-0.106	-0.13	-0.613
Si	7.398	1.814	21.726	-0.025	0.088	0.085
Si	3.729	3.676	21.789	0.166	0.142	-0.701
Si	9.196	3.406	21.6	-0.423	0.041	-0.282
Si	7.162	6.468	23.312	0.058	0.098	0.01
Si	7.306	12.759	21.524	0.206	0.379	-0.522
Si	9.032	14.55	21.531	-0.053	-0.122	-0.015
Si	11.324	1.967	22.852	-0.084	0.109	-0.021
Si	-3.671	4.693	26.188	0.123	0.043	-0.172
Si	-3.454	7.4	21.596	0.123	0.318	-0.631
Si	10.032	9.963	21.738	0.022	-0.017	-0.003
Si	11.786	11.729	21.664	0.007	0.002	0.051
Si	8.109	2.175	26.568	-0.002	-0.035	-0.043
Si	5.295	-0.298	29.506	-0.085	-0.03	0.058
Si	-4.327	7.246	24.597	0.03	0.045	-0.173
Si	-1.187	10.165	23.902	0.318	-0.411	0.054
Si	7.746	6.689	30.68	-0.02	0.116	0.091
Si	-0.335	7.346	32.687	0.066	-0.099	-0.05
Si	-2.24	3.123	23.982	-0.072	0.014	-0.165
Si	-1.429	3.128	29.324	0.063	0.184	-0.027
Si	3.914	10.565	25.105	-0.066	0.052	0.044
Si	1.41	14.998	28.456	-0.119	-0.051	-0.049
Si	10.208	6.442	29.175	-0.013	0.088	0.07
Si	-0.403	1.071	27.353	0.165	-0.006	-0.041
Si	8.028	9.98	27.756	0.238	0.447	-0.37
Si	0.676	7.634	26.646	0.038	0.086	0.118
Si	-5.18	12.838	31.492	0.051	-0.062	-0.002
Si	-1.14	2.953	32.379	-0.05	0.019	0.086
Si	-5.492	0.535	29.573	0.016	-0.046	-0.093
Si	7.747	6.965	27.811	-0.051	-0.004	0.014
Si	2.208	6.878	24.17	-0.048	-0.087	-0.09
Si	4.595	13.002	30.074	0.064	-0.108	-0.011
Si	-5.152	2.071	26.974	-0.027	-0.088	0.058
Si	0.94	10.127	28.548	0.184	0.666	-0.326
Si	10.545	13.399	25.336	0.092	-0.178	-0.14
Si	-1.768	10.893	28.269	-0.435	0.14	0.342
Si	-1.934	8.941	25.786	0.285	0.363	-0.479
Si	2.158	6.175	31.059	0.059	0.23	-0.043
Si	-1.869	7.285	30.052	0.061	0.024	-0.097
Si	0.137	0.961	23.572	0.134	0.165	-0.617
Si	-3.644	11.647	29.411	0.62	-0.196	-0.114
Si	8.445	11.043	25.726	0.153	-0.192	0.63
Si	6.562	11.912	32.235	0.03	-0.012	0.116
Si	7.409	0.721	23.86	0.605	0.102	-0.59
Si	0.553	12.157	27.306	0.264	-0.712	0.322
Si	4.709	8.237	23.379	-0.008	0.064	-0.041
Si	-5.304	11.379	34.069	-0.078	-0.064	0.022
Si	4.875	10.494	28.109	0.012	-0.074	-0.006
Si	-3.554	5.018	29.067	-0.016	0.06	-0.119
Si	1.936	1.984	25.811	-0.006	-0.012	-0.092
Si	-4.529	14.356	27.901	0.095	-0.046	-0.016
Si	9.438	15.771	23.502	-0.491	0.019	-0.375
Si	3.262	9.052	30.137	-0.148	-0.04	0.006
Si	3.839	-0.062	27.048	-0.006	-0.073	-0.108
Si	5.011	15.171	24.318	-0.113	-0.049	-0.075
Si	4.717	9.54	32.838	-0.028	-0.526	0.349
Si	9.365	8.779	23.715	0.285	0.324	-0.551
Si	-3.332	12.534	23.52	-0.375	-0.304	-0.432
Si	6.112	12.412	24.38	0.004	-0.081	-0.046
Si	7.827	1.276	29.625	0.066	0.117	-0.14
Si	-4.229	-0.488	32.06	-0.07	-0.097	0.057
Si	2.095	14.162	31.218	0.078	0.023	-0.051
Si	0.985	11.274	24.329	-0.554	-0.337	-0.034
Si	-2.174	5.312	33.913	0.032	-0.322	0.729
Si	6.735	4.867	25.811	-0.008	0.01	-0.087
Si	3.134	10.404	34.366	0.529	-0.249	0.132
Si	-1.368	1.402	8.154	-0.017	0.016	-0.006
Si	1.323	4.093	8.123	-0.001	0.014	0.002
Si	-1.39	6.781	8.12	-0.017	-0.019	0.007
Si	1.379	9.52	8.16	0.007	0.021	0.011
Si	-1.324	12.219	8.155	0.002	-0.01	0.002
Si	1.369	14.985	8.155	0.013	0.004	-0.008
Si	4.03	1.372	8.166	-0.002	-0.012	-0.007
Si	6.779	4.081	8.225	-0.006	-0.011	0.011
Si	4.052	6.792	8.186	0.004	0.005	0.007
Si	6.838	9.498	8.134	-0.022	0.004	-0.005
Si	4.101	12.227	8.143	-0.015	-0.012	-0.005
Si	6.769	14.954	8.215	0.008	0.005	0.001
Si	9.529	1.362	8.232	0.013	0.003	0.013
Si	12.216	4.128	8.088	-0.006	-0.02	-0.01
Si	9.542	6.809	8.127	0.011	-0.007	0.007
Si	12.27	9.466	8.14	0.014	0.008	0.004
Si	9.534	12.234	8.22	0.014	0.006	0.02
Si	12.255	14.981	8.175	-0.001	-0.002	0.004
Si	13.602	0.035	9.518	-0.002	-0.003	0.005
Si	-0.006	2.739	9.52	-0.003	-0.023	0.005
Si	13.577	5.44	9.503	-0.012	0.003	0.001
Si	-0.012	8.147	9.486	0.002	0.002	-0.007
Si	13.62	10.853	9.497	0.004	0.006	-0.002
Si	0.018	13.602	9.504	0.006	0	0.006
Si	2.704	0.011	9.543	-0.015	0.016	0.011
Si	5.414	2.707	9.543	0.019	-0.009	-0.009
Si	2.679	5.436	9.519	0.007	-0.019	-0.005
Si	5.455	8.156	9.499	0	0.014	-0.003
Si	2.738	10.878	9.512	-0.008	-0.001	0.007
Si	5.421	13.583	9.553	0.004	0.015	0.002
Si	8.154	-0.008	9.559	0.005	-0.015	0
Si	10.892	2.769	9.517	-0.007	0.017	0.002
Si	8.171	5.466	9.515	-0.009	0.005	0.007
Si	10.895	8.139	9.516	-0.001	-0.013	0.005
Si	8.159	10.861	9.538	-0.001	0.001	-0.001
Si	10.902	13.612	9.54	0.017	-0.005	0
Si	-1.354	14.971	10.852	-0.015	0.014	-0.01
Si	1.346	1.373	10.888	0.008	0	0.003
Si	-1.377	4.087	10.877	0.003	-0.014	-0.002
Si	1.337	6.801	10.878	-0.009	-0.002	0.001
Si	-1.356	9.501	10.876	-0.008	0.004	0.001
Si	1.376	12.244	10.863	0.01	0.011	-0.001
Si	4.071	14.968	10.901	-0.011	-0.006	0.011
Si	6.794	1.37	10.902	-0.017	-0.006	0.004
Si	4.058	4.088	10.88	-0.012	-0.004	-0.005
Si	6.806	6.812	10.874	0.011	0.001	-0.003
Si	4.097	9.512	10.866	0.014	0	-0.002
Si	6.795	12.223	10.897	0	-0.007	0.003
Si	9.528	14.955	10.902	-0.003	-0.012	0.001
Si	12.242	1.391	10.877	0.004	-0.007	-0.012
Si	9.519	4.102	10.885	0.006	0.002	-0.005
Si	12.231	6.783	10.893	-0.002	0.004	0.011
Si	9.526	9.497	10.877	0.022	0.007	-0.002
Si	12.265	12.225	10.861	-0.004	0.011	0.006
Si	-0.007	-0.003	12.231	-0.007	-0.004	-0.001
Si	2.708	2.732	12.244	-0.001	-0.007	-0.009
Si	-0.017	5.444	12.244	-0.008	0.003	-0.001
Si	2.736	8.147	12.224	0.004	0.009	-0.002
Si	0.017	10.877	12.213	0.008	0.012	-0.012
Si	2.714	13.594	12.247	-0.019	0	0.007
Si	5.439	0.016	12.257	0.029	0.001	0.003
Si	8.157	2.745	12.253	0.005	0	-0.007
Si	5.441	5.45	12.224	0.001	-0.001	-0.012
Si	8.154	8.157	12.251	0.002	0.002	-0.003
Si	5.437	10.862	12.252	-0.013	-0.006	0.004
Si	8.168	13.584	12.245	0.014	0.002	0.009
Si	10.877	0.03	12.238	-0.004	0.002	-0.003
Si	13.6	2.723	12.255	-0.001	-0.001	0.004
Si	10.867	5.439	12.269	-0.012	-0.008	-0.002
Si	13.593	8.146	12.245	-0.011	-0.016	0.007
Si	10.896	10.863	12.212	-0.011	0.006	-0.006
Si	13.61	13.61	12.211	0.019	-0.008	-0.006
O	7.33	12.942	33.216	0.448	-0.154	-0.144
O	8.123	3.728	32.79	0.008	0.354	-0.194
O	14.209	3.37	0.219	-0.078	0.28	-0.1
O	1.162	6.59	0.381	0.056	0.088	-0.083
O	15.179	9.673	0.962	0.352	-0.065	-0.495
O	6.491	7.378	34.55	-0.16	-0.514	-0.196
O	0.38	11.664	0.216	-0.25	0.05	-0.248
O	2.769	12.82	0.289	0.137	-0.031	-0.443
O	4.152	14.877	1.065	-0.135	-0.12	-0.514
O	5.508	0.477	0.022	0.324	0.338	-0.195
O	9.308	4.128	1.008	-0.14	0.218	0.127
O	2.421	1.327	32.319	0.002	0.498	-0.134
O	0.074	8.767	33.292	0.294	-0.136	-0.201
O	0.053	11.379	33.622	-0.686	0.105	-0.128
O	5.854	10.72	33.08	0.023	-0.128	0.251
O	2.696	11.746	33.506	0.341	0.104	-0.562
O	3.13	5.083	31.753	-0.209	-0.291	-0.197
O	7.349	5.144	30.785	-0.265	-0.196	-0.247
O	9.289	0.715	30.02	-0.178	0.005	0.31
O	8.147	8.279	2.073	0.198	0.084	-0.212
O	10.193	6.674	1.135	0.283	0.453	-0.453
O	8.979	6.05	3.249	0.135	-0.156	-0.046
O	-2.715	-0.146	21.995	-0.473	0.547	0.229
O	0.972	6.602	32.086	0.008	-0.079	0.254
O	-1.038	14.788	20.724	0.307	-0.098	0.369
O	7.116	5.983	21.768	-0.61	0.306	-0.176
O	8.316	7.591	23.365	-0.094	-0.093	-0.389
O	9.131	6.127	28.009	0.394	-0.42	-0.322
O	11.726	1.821	21.275	0.211	-0.095	-0.331
O	-5.652	7.727	33.264	-0.534	-0.198	-0.111
O	4.253	4.167	23.255	0.318	0.389	-0.026
O	-1.801	4.215	22.885	-0.192	0.053	0.374
O	-4.898	0.063	33.432	0.097	-0.144	-0.004
O	-4.339	12.99	24.713	0.127	0.144	0.337
O	9.37	6.784	30.529	0.372	-0.056	0.469
O	1.373	0.999	24.642	0.342	-0.209	-0.058
O	0.356	2.846	32.997	0.273	0.564	0.022
O	-4.394	8.591	31.162	0.303	-0.08	0.062
O	4.705	11.854	28.956	-0.036	0.284	0.058
O	2.59	2.549	22.145	0.03	-0.125	0.127
O	2.932	7.517	30.544	0.428	-0.082	-0.205
O	7.367	1.414	25.344	-0.133	0.11	0.135
O	-4.529	0.576	30.874	0.392	0.314	0.017
O	-3.278	15.058	27.147	0.691	0.056	0.091
O	5.113	0.236	27.985	0.461	0.42	-0.141
O	3.023	15.129	32.132	0.209	-0.167	0.496
O	2.668	3.304	25.243	-0.433	0.027	-0.087
O	6.866	12.158	22.986	-0.147	-0.153	0.047
O	-2.997	3.53	29.339	-0.542	-0.289	-0.077
O	-0.889	7.812	26.304	-0.12	-0.608	-0.129
O	-1.844	4.357	32.65	-0.076	0.02	-0.525
O	5.938	0.017	23.711	-0.164	0.251	-0.536
O	-3.053	15.76	24.577	-0.558	-0.014	-0.085
O	1.921	9.922	29.833	-0.391	0.187	0.449
O	7.075	7.192	29.282	-0.439	0.384	0.143
O	-3.142	5.422	27.542	0.282	0.485	-0.104
O	-4.725	3.588	26.694	-0.164	0.268	0.323
O	-0.595	10.119	29.113	-0.131	-0.505	0.862
O	10.598	8.05	24.483	0.04	0.167	0.209
O	1.265	12.274	23.08	-0.007	0.285	-0.07
O	-1.03	6.479	33.874	0.142	0.134	0.517
O	7.606	11.287	31.192	-0.233	-0.19	-0.156
O	3.069	1.295	26.71	0.058	0.527	0.31
O	8.672	10.553	0.261	0.182	-0.46	0.425
O	10.884	0.161	0.317	-0.18	0.008	-0.192
O	0.746	12.142	25.691	0.126	0.175	-0.251
O	0.406	-0.203	27.903	-0.099	-0.061	0.206
O	6.976	11.709	25.533	-0.263	0.028	0.35
O	1.032	6.281	23.244	-0.448	-0.031	0.407
O	4.073	9.736	31.35	-0.05	0.108	-0.197
O	-4.594	10.323	29.135	-0.496	0.03	-0.156
O	-2.825	5.994	30.117	-0.181	-0.057	0.235
O	-5.727	12.442	32.95	-0.241	0.266	0.186
O	-2.365	13.779	23.095	0.528	0.101	-0.482
O	4.248	15.568	25.663	-0.036	-0.172	0.095
O	7.432	2.552	30.526	0.151	0.027	-0.026
O	-3.788	6.906	23.116	-0.104	-0.325	0.135
O	9.952	12.29	30.501	-0.24	0.246	-0.286
O	-0.598	15.817	23.539	0.453	-0.367	0.005
O	5.211	8.899	22	0.304	0.135	0.175
O	5.164	6.25	32.672	-0.272	0.106	0.009
O	9.903	14.675	24.607	-0.054	0.311	0.335
O	2.373	10.457	24.627	-0.189	-0.507	-0.005
O	-0.008	0.243	32.646	0.109	-0.358	-0.57
O	1.119	13.53	27.892	0.066	0.078	0.122
O	7.255	7.567	31.949	0.34	0.5	-0.171
O	4.598	11.841	24.374	-0.164	0.089	-0.344
O	-1.491	0.513	26.304	0.242	-0.008	-0.443
O	-1.053	12.199	27.609	-0.306	0.441	-0.411
O	0.615	2.189	26.743	-0.132	0.431	0.064
O	8.232	1.926	0.075	-0.041	-0.31	0.109
O	3.095	5.798	24.956	0.169	0.062	0.615
O	5.429	12.68	31.406	-0.395	0.411	0.1
O	0.903	6.156	27.288	0.144	-0.469	-0.246
O	5.519	3.742	31.955	-0.226	-0.403	-0.144
O	9.578	12.114	25.289	0.138	0.012	-0.042
O	-5.261	15.424	28.852	-0.267	-0.121	0.222
O	4.162	4.257	34.094	0.341	-0.416	-0.177
O	-5.237	7.76	28.791	0.064	0.025	-0.426
O	7.393	5.252	24.364	0.557	-0.16	-0.075
O	-1.261	1.772	28.503	-0.231	-0.165	0.348
O	-5.156	1.74	28.555	0.211	0.414	0.115
O	3.918	14.752	23.211	-0.342	-0.182	0.402
O	-2.247	9.987	26.995	-0.469	-0.075	-0.212
O	-2.624	-0.654	32.322	0.32	-0.522	-0.039
O	10.689	13.834	26.866	-0.529	-0.138	0.339
O	4.092	10.7	26.703	-0.351	0.059	0.154
O	10.637	0.584	23.362	0.117	-0.094	0.079
O	7.748	1.643	28.049	-0.16	-0.171	-0.058
O	-2.045	1.777	33.054	-0.812	0.156	0.063
O	-1.024	2.045	24.002	0.121	0.146	0.532
O	15.664	15.138	0.295	0.38	-0.238	-0.279
O	-3.643	5.945	33.59	0.019	-0.314	-0.601
O	6.444	10.223	27.978	-0.138	-0.095	0.128
O	4.87	0.62	32.979	0.191	0.246	-0.372
O	4.205	9.198	28.83	0.287	-0.549	-0.342
O	-3.66	2.395	23.654	-0.023	-0.156	0.575
O	-4.453	5.81	25.324	-0.295	-0.17	0.016
O	-0.544	6.933	29.218	0.279	0.591	0.012
O	10.185	3.165	22.949	-0.157	0.336	0.486
O	-6.651	2	34.066	-0.042	0.106	-0.21
O	-4.121	1.066	26.265	0.111	0.088	-0.049
O	-3.32	8.196	25.415	-0.294	0.313	0.192
O	-4.043	13.03	28.672	0.027	0.084	-0.053
O	1.321	15.005	30.073	-0.223	0.459	0.472
O	8.168	14.176	0.08	-0.488	0.57	-0.147
O	3.033	13.094	30.455	-0.131	-0.442	-0.256
O	8.607	9.806	24.695	-0.151	-0.177	0.079
O	5.193	4.357	25.664	-0.034	-0.106	0.426
O	-0.548	4.319	28.661	-0.031	-0.053	-0.375
O	-3.834	12.033	31	0.266	-0.186	0.289
O	9.703	9.812	31.626	-0.359	-0.331	0.298
O	-5.145	5.158	29.323	-0.093	-0.346	0.06
O	4.198	0.437	30.464	-0.214	0.469	-0.286
O	9.69	1.915	26.346	0.057	-0.186	-0.16
O	-4.872	14.421	31.572	-0.133	0.045	-0.186
O	3.188	7.71	23.179	-0.287	0.026	-0.55
O	4.727	9.257	24.62	0.438	-0.136	0.532
O	8.173	8.428	27.287	0.372	-0.005	-0.217
O	-2.476	3.944	25.373	0.417	0.139	0.335
O	8.828	10.285	29.138	0.426	-0.338	0.035
O	1.192	8.824	27.608	0.235	-0.061	-0.242
O	6.347	15.19	34.226	0.202	0.07	-0.048
O	-2.32	11.379	24.036	0.143	0.159	0.071
O	2.895	15.305	27.93	0.015	-0.165	0.128
O	-2.713	8.445	29.295	0.338	0.332	-0.262
O	-1.432	7.657	31.545	-0.265	0.499	0.384
O	1.537	5.431	29.768	0.323	-0.628	-0.194
O	-0.947	2.782	30.804	0.491	-0.459	-0.164
O	5.714	7.039	23.731	-0.231	-0.165	0.439
O	1.056	13.356	32.153	-0.393	0.04	-0.043
O	5.142	14.418	29.531	0.177	0.013	-0.282
O	6.786	0.092	29.957	0.248	-0.451	0.27
O	-4.646	10.089	33.35	0.486	-0.067	0.092
O	7.651	3.719	26.474	0.325	0.097	0.092
O	6.042	13.985	24.674	0.421	0.187	0.311
O	1.526	7.797	25.289	0.176	0.496	0.078
O	6.793	6.173	26.784	-0.493	0.076	0.115

Results
total energy: -107783.591 eV
total energy less fixed offsets of O -438.35, Si -107.03 eV per atom: 6.509 eV
